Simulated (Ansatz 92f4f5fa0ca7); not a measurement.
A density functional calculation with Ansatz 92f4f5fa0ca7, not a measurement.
Periodic cell of 240 atoms, Si134O106, from a study of silicon, its oxide and their interface. The atomic structure is a simulated model.

Settings: functional r2SCAN; potential files Ansatz norm-conserving; basis plane waves; wave-function cutoff 1300 eV; density cutoff ratio 4; exchange-correlation grid ratio 1; k mesh 2 x 2 x 1, shifted by 0.5 0.5 0.5 of a step; self-consistency stop 5e-08 eV per atom in the density residual; occupations Fermi-Dirac, 0.05 eV; spin none; net charge 0.

Cell vectors (angstrom)
a, 11.5403, 0, 0
b, 0, 15.3871, 0
c, -3.9777, -2.8129, 24.4944

Atoms and the computed forces on them: element, x, y, z (angstrom), force x, y, z (eV/angstrom)
Si, 0.7932, 0.5206, 1.5052, -0.1332, 0.0905, 0.0559
Si, 3.4239, 3.1671, -0.2846, 0.6913, 0.7203, -0.3975
Si, 1.7669, 7.4083, -1.2067, -0.0427, 0.2711, -0.0532
Si, -0.1042, 12.869, -1.0306, -0.0122, -0.0016, 0.0651
Si, 6.389, -0.5374, 0.3997, -0.0653, 0.3577, -0.6232
Si, 13.0081, 4.2677, -0.8976, -0.3737, 0.2076, -0.1775
Si, 4.6553, 7.735, -0.3616, 0.0521, 0.2086, 0.1939
Si, 5.1075, 12.1332, -1.7377, 0.1473, -0.0809, -0.4028
Si, 10.3966, 0.3206, 0.0916, 0.1903, 0.0946, -0.347
Si, 8.0349, 4.7535, 1.185, 0.2255, 0.0613, -0.1998
Si, 6.6089, 9.7309, -1.8209, -0.1351, -0.2843, -0.3318
Si, 7.9167, 11.5721, 1.7563, 0.6006, -0.1166, -0.775
Si, 4.5317, 0.2866, 1.6405, -0.0771, -0.0265, 0.026
Si, 3.6354, 4.0408, 1.9433, 0.2425, 0.2232, 0.1367
Si, 3.8786, 8.0299, 1.8886, 0.1989, 0.0578, -0.3381
Si, 3.9417, 11.959, 1.8832, 0.0932, -0.0976, 0.1304
Si, 8.3801, 0.1915, 1.4698, 0.1884, -0.1134, -0.1467
Si, 5.8721, 4.7615, -0.8114, 0.0657, 0.2851, -0.2899
Si, 11.6429, 8.1797, -3.7334, -0.1183, 0.0118, -0.0378
Si, 9.2636, 10.762, -0.8396, -0.2107, -0.3154, -0.2028
Si, 2.7939, 0.8262, 0.1532, 0.0899, -1.1141, -0.1903
Si, 12.8052, 4.2541, 2.0757, -0.6334, -0.0961, -0.395
Si, 13.0045, 8.039, 1.8077, -0.1694, -0.1206, -0.6507
Si, 12.9562, 12.0151, 1.7364, -0.3664, 0.2798, -0.6902
Si, 4.4382, 2.146, 3.1054, -0.1212, 0.0128, 0.0014
Si, 4.333, 6.0903, 3.1087, -0.1225, 0.0125, -0.2734
Si, 4.374, 9.9898, 3.1515, -0.0743, -0.0603, -0.2106
Si, 4.3897, 13.8736, 3.1464, -0.1625, 0.0597, 0.2753
Si, 8.3259, 2.0971, 2.9686, 0.0279, 0.7471, -0.207
Si, 8.2067, 7.0444, 3.2083, -0.1545, -0.2448, -0.5024
Si, 8.1586, 9.5903, 3.1527, 0.0425, -0.1021, 0.358
Si, 8.3797, 13.7052, 2.942, -0.0365, -0.1787, 0.3479
Si, 12.1929, 2.2489, 3.1074, 0.044, -0.034, 0.0885
Si, 12.2166, 6.2433, 3.1502, 0.1595, 0.2115, 0.0557
Si, 12.2449, 10.0231, 2.9018, 0.0694, -0.1433, 0.1026
Si, 12.321, 13.9458, 2.9667, 0.0509, 0.216, -0.0728
Si, 2.5508, 2.1536, 4.5188, -0.1146, -0.0794, 0.1429
Si, 2.5193, 6.187, 4.6034, 0.1286, -0.0761, 0.2228
Si, 2.4618, 10.0008, 4.5051, 0.1235, -0.1453, 0.2755
Si, 2.518, 13.9633, 4.5443, 0.2195, -0.0006, 0.1322
Si, 6.4138, 2.2403, 4.3722, -0.1082, 0.0441, 0.0985
Si, 6.3027, 6.2587, 4.4155, -0.0377, 0.0311, 0.0939
Si, 6.3008, 9.9548, 4.5264, -0.1079, -0.0397, 0.0219
Si, 6.4318, 13.8664, 4.3522, -0.1504, -0.038, 0.0628
Si, 10.2117, 2.2206, 4.3837, 0.2181, -0.055, 0.1033
Si, 10.1776, 6.3126, 4.3651, 0.1482, -0.1213, 0.0813
Si, 10.2333, 9.9688, 4.3004, 0.0857, 0.0898, -0.1539
Si, 10.3279, 13.8432, 4.2999, -0.0319, -0.0774, -0.0365
Si, 2.5237, 0.3647, 6.0344, -0.1428, 0.024, -0.1193
Si, 2.5587, 4.1595, 5.7694, 0.0079, -0.0147, -0.0382
Si, 2.5187, 8.1184, 5.9903, -0.033, 0.0856, -0.2531
Si, 2.5002, 11.9654, 5.7873, -0.0592, -0.0481, 0.0999
Si, 6.4129, 0.3563, 5.8416, 0.116, -0.0856, -0.0849
Si, 6.3763, 4.237, 5.6483, 0.2223, -0.0412, -0.0442
Si, 6.2381, 8.0702, 5.9274, -0.0319, 0.1387, -0.0082
Si, 6.349, 11.9634, 5.7357, 0.0786, 0.0324, 0.12
Si, 10.2958, 0.3296, 5.8071, -0.1074, -0.0289, -0.0525
Si, 10.196, 4.253, 5.6272, -0.1888, 0.0271, -0.0445
Si, 10.2372, 8.1429, 5.8326, -0.093, 0.0725, 0.2098
Si, 10.2798, 11.9144, 5.6357, 0.0162, 0.0721, 0.2256
Si, 4.4969, 0.3807, 7.2857, 0.0455, 0.0067, -0.053
Si, 4.4976, 4.1934, 7.1006, -0.0021, -0.0013, -0.1461
Si, 4.4322, 8.1052, 7.3932, -0.019, 0.0361, 0.0746
Si, 4.4274, 11.9351, 7.138, 0.0552, 0.0411, -0.1485
Si, 8.3874, 0.3273, 7.2032, -0.1536, -0.0148, 0.0717
Si, 8.2731, 4.2467, 7.0072, -0.0936, -0.1332, -0.168
Si, 8.2309, 8.1293, 7.2, 0.0765, -0.0832, -0.0033
Si, 8.3387, 11.9539, 7.0007, -0.0342, 0.1087, -0.2053
Si, 12.1152, 0.3153, 7.3511, 0.0479, 0.0245, 0.0933
Si, 12.135, 4.1845, 7.0177, 0.086, 0.0016, -0.2095
Si, 12.0935, 8.1175, 7.2754, 0.106, -0.0102, 0.0963
Si, 12.1205, 11.9629, 7.1398, -0.0337, -0.2321, -0.1108
Si, 4.5273, 2.3477, 8.5848, 0.1253, 0.0871, 0.2159
Si, 2.4649, 5.8208, 9.7865, -0.0517, -0.2052, 0.7972
Si, 4.4623, 10.1133, 8.6681, 0.1843, 0.0483, -0.143
Si, 4.4636, 13.8098, 8.5683, -0.2037, -0.1874, 0.3014
Si, 8.3418, 2.349, 8.4314, 0.0272, 0.0802, -0.0507
Si, 8.2218, 6.1074, 8.452, -0.0638, -0.0169, 0.0156
Si, 8.1923, 10.1398, 8.4673, -0.0244, -0.0078, -0.1593
Si, 6.4277, 13.3097, 9.7317, 0.095, 0.8489, 0.4664
Si, 12.1856, 2.3594, 8.5246, -0.1134, 0.1339, 0.0926
Si, 12.1073, 6.0674, 8.4287, -0.0072, 0.0217, -0.0428
Si, 12.0815, 10.091, 8.5829, -0.0029, 0.054, -0.2012
Si, 12.0977, 13.7363, 8.7145, 0.0624, -0.0066, 0.0205
Si, 2.5779, 2.737, 9.8846, -0.1388, 0.2097, 0.7379
Si, 4.4376, 6.0452, 8.5524, 0.081, -0.0495, 0.0255
Si, 2.4961, 10.3196, 9.9004, -0.0257, 0.8289, 0.2131
Si, 2.5513, 13.4437, 10.0087, 0.0459, 0.2971, 0.4522
Si, 6.507, 2.5551, 9.8965, 0.1658, 0.043, 0.625
Si, 6.3519, 5.6574, 9.877, 0.0632, 0.0196, 0.7131
Si, 6.3901, 10.9349, 9.8295, 0.1259, -0.7059, 0.542
Si, 8.3955, 13.7455, 8.5583, 0.0499, -0.0024, -0.1858
Si, 10.2439, 3.0786, 9.5782, 0.0286, -0.6514, 0.3861
Si, 10.1612, 5.4149, 9.5054, -0.0147, 0.6303, 0.4393
Si, 10.0765, 10.63, 9.7205, -0.1884, -0.8011, 0.4753
Si, 10.2084, 12.9617, 9.9387, -0.0181, 0.6105, 0.6743
Si, -3.363, 11.8682, 14.8567, -0.1021, 0.2298, 0.1886
Si, 3.0939, 0.4218, 12.0402, -0.0959, -0.1125, 0.0904
Si, 9.8406, 7.9156, 14.8053, -0.1537, -0.2201, 0.1936
Si, 8.264, 5.3207, 14.0679, 0.0807, -0.081, 0.1138
Si, 0.1103, -3.1604, 19.9423, -0.0349, 0.0644, -0.1927
Si, 11.1824, 3.9464, 17.1254, -0.0921, -0.0418, -0.0162
Si, 1.6509, 1.5317, 17.6213, 0.0864, -0.0641, -0.0521
Si, 7.8379, -0.4854, 14.6848, 0.1996, -0.1364, 0.1474
Si, 0.6754, 4.2384, 14.3862, 0.0597, -0.1029, 0.0705
Si, 10.9145, 9.655, 12.3523, -0.1026, 0.047, 0.3641
Si, 4.5112, -3.7817, 19.5889, 0.1447, 0.0529, -0.2565
Si, 8.2738, 4.8107, 17.0586, -0.1293, 0.0585, -0.2169
Si, 10.1609, 4.3292, 12.1033, -0.1186, -0.0074, 0.4846
Si, 6.2238, 7.0688, 12.7319, -0.0187, -0.0653, 0.4308
Si, 6.4718, 9.9839, 12.9205, -0.0512, 0.0497, 0.2297
Si, 10.9416, -0.6049, 14.8041, -0.1367, 0.0753, 0.0045
Si, 6.8941, 3.1254, 18.9223, 0.0446, 0.1936, 0.0636
Si, 2.836, 8.7786, 16.6733, -0.0289, 0.023, -0.0148
Si, 2.0055, 8.5556, 11.3965, 0.0631, -0.4362, 0.3562
Si, 7.8708, 7.4273, 18.549, 0.1344, -0.1362, 0.088
Si, 6.8657, 16.0678, 17.4022, 0.3484, -0.189, -0.2266
Si, 10.7301, -2.8829, 13.0076, 0.0485, 0.1262, 0.3454
Si, 6.2767, 0.1638, 11.9661, 0.1663, 0.0146, 0.151
Si, 5.5054, 9.099, 18.2037, -0.1262, -0.0138, -0.0021
Si, 4.7238, 2.2423, 22.8595, 0.1306, 0.1803, -0.174
Si, 1.6829, 1.4507, 14.5787, -0.2916, 0.1196, 0.1103
Si, 0.4017, -1.3554, 17.6368, -0.1849, 0.0455, -0.0671
Si, 5.0455, 5.3905, 22.1905, 0.1654, -0.2279, -0.3229
Si, 0.754, 6.5119, 16.2343, 0.111, 0.0614, 0.0136
Si, 2.4505, -3.5009, 21.785, -0.0603, -0.1113, -0.2755
Si, 8.0303, 9.5926, 16.7462, 0.1187, 0.2547, -0.0502
Si, 5.935, -1.0199, 19.5148, 0.0745, -0.1028, -0.0414
Si, 10.0941, -4.3402, 22.3274, 0.0315, -0.0306, -0.3222
Si, 4.5259, 1.4577, 18.6619, -0.1731, 0.1172, 0.0925
Si, 1.8887, 9.6144, 25.0165, -0.0505, -0.079, -0.1467
Si, 6.6721, -0.1152, 22.3332, -0.1595, 0.1976, -0.2617
Si, 3.9512, 8.6956, 13.7045, 0.1517, 0.0046, 0.2005
Si, 1.8558, 11.4132, 17.8358, 0.0442, -0.1039, -0.241
O, 12.094, 3.408, -1.9422, -0.0176, 0.0404, 0.2267
O, 1.0525, 7.828, 0.1969, 0.3312, -0.0298, 0.3198
O, 3.3091, 7.9614, -1.2747, -0.0285, -0.213, 0.1865
O, 0.7019, 12.2299, 0.2349, 0.177, -0.0052, 0.3023
O, 2.7099, -0.3238, -1.0818, -0.0095, 0.3716, 0.2315
O, 5.1643, 6.2238, -0.7044, 0.1348, -0.1945, 0.0545
O, 5.8779, 8.7945, -0.6913, -0.1803, -0.0982, 0.0026
O, -1.178, 11.7332, -1.5647, 0.0674, 0.0636, 0.2234
O, 6.5344, 4.4089, 0.6457, 0.0309, 0.0879, -0.1179
O, 12.1714, 4.3019, 0.5172, 0.4818, -0.0378, 0.1698
O, 7.504, 8.6808, -2.7263, 0.0272, 0.3288, 0.4696
O, 9.2083, 11.2598, 0.7, -0.5095, 0.22, 0.2766
O, 4.7885, 3.609, -1.1982, -0.3375, -0.114, 0.4572
O, 8.4811, 3.6018, 2.2154, -0.1796, -0.2487, 0.1695
O, 8.1006, 6.279, 1.7421, -0.0732, -0.1954, 0.3683
O, 0.7013, 11.0674, 18.9401, 0.0935, 0.346, 0.1107
O, 13.2565, 5.7986, -1.4295, -0.0598, -0.1896, 0.1796
O, 0.9512, 8.1564, -2.3733, -0.0582, -0.1563, 0.0453
O, 9.5479, 9.148, -1.0491, -0.1539, 0.2914, -0.0954
O, 6.3937, 9.6205, 16.9148, 0.0859, -0.1619, 0.2019
O, 3.5345, 12.6023, -1.8392, 0.2105, 0.1307, 0.1019
O, 3.9213, -3.5426, 21.0876, -0.2114, 0.0385, -0.0262
O, 6.7142, -0.9264, 20.9325, -0.1597, 0.1017, 0.0274
O, 10.9533, -1.0716, 16.3711, 0.2466, 0.0049, -0.0083
O, 9.0457, 4.7884, -0.0754, -0.2584, -0.0781, 0.0911
O, 5.3798, 10.6375, -2.4119, 0.1483, 0.2189, 0.3313
O, 10.3125, 1.6159, -0.9691, 0.0194, -0.31, 0.1453
O, 5.5889, 1.104, 22.1003, 0.1413, -0.1815, 0.2864
O, 7.1006, 4.8325, -1.8983, -0.1835, -0.0605, 0.4614
O, 10.0585, 8.4968, -3.5159, 0.1539, -0.0727, 0.245
O, 3.9939, 8.7049, 17.7973, 0.071, 0.1286, -0.0571
O, 7.7065, 10.8753, -1.3755, 0.2793, -0.1534, 0.1487
O, -0.9357, 14.2355, -0.6624, 0.0105, 0.2187, 0.1399
O, 2.5996, 1.7047, 11.1695, 0.0506, 0.0983, -0.2083
O, 2.5692, 11.8913, 10.5771, -0.1301, -0.6673, -0.4586
O, 2.5112, 4.301, 10.5178, -0.0493, -0.0517, -0.8875
O, 2.395, 7.0284, 10.9239, -0.0233, 0.2002, -0.237
O, 1.9757, 10.1679, 16.795, 0.1466, -0.0285, 0.2187
O, 0.516, 2.718, 17.781, 0.0403, -0.0016, -0.1208
O, 1.3282, 5.628, 14.9609, -0.355, -0.0701, 0.1453
O, 6.7772, 1.4923, 11.1478, -0.2282, 0.0552, -0.4086
O, 11.58, -1.7718, 13.8514, -0.2415, -0.0328, -0.1033
O, 0.399, 8.6407, 11.6217, 0.1268, 0.0867, -0.0331
O, 6.2876, 6.6922, 11.1607, 0.0053, -0.2791, -0.1847
O, 6.5958, 10.5106, 11.4108, -0.0717, 0.2111, -0.4005
O, 9.6266, 4.0598, 17.6235, 0.0965, 0.1564, -0.1468
O, 6.5701, 14.1645, 11.1682, -0.0936, -0.2226, -0.3331
O, 6.9919, 0.044, 13.4179, -0.1549, -0.0074, -0.3875
O, 10.2288, -2.1792, 11.6155, 0.0207, -0.3027, -0.5017
O, 2.5895, 8.8361, 12.879, -0.0911, -0.1489, -0.2337
O, 9.7671, 9.9421, 11.2343, 0.2245, 0.3252, -0.2885
O, -4.343, 10.9456, 13.9769, 0.0335, -0.1503, -0.1389
O, 7.519, 15.8497, 15.9579, -0.0928, -0.0288, 0.0522
O, 3.5801, 8.7125, 15.2569, -0.0114, -0.0175, -0.1451
O, 6.9207, 14.6876, 18.2583, -0.2853, 0.3073, 0.1451
O, 9.5238, -3.33, 13.9981, 0.0956, 0.0415, -0.1628
O, 8.5686, 8.8863, 18.1578, -0.3558, -0.2219, -0.2031
O, 8.2674, 6.4176, 17.326, -0.054, -0.0725, 0.1502
O, 11.1447, 3.7162, 15.5087, 0.201, 0.2026, 0.0696
O, 4.7063, 7.3205, 13.2643, 0.1053, 0.2495, -0.1878
O, 10.0872, 5.6719, 11.1607, 0.0283, -0.6615, -0.3303
O, 5.3057, 1.1791, 17.2371, 0.0855, -0.0263, 0.4227
O, 4.6922, 0.3474, 12.1475, -0.0862, -0.0123, -0.1302
O, -0.4916, 7.4733, 15.8062, -0.0179, -0.1189, -0.1472
O, 6.4456, 4.1108, 10.5153, 0.0648, 0.1091, -0.7124
O, 0.3417, 5.4101, 17.377, -0.1339, -0.1274, -0.2645
O, 9.4136, -0.3349, 14.3517, -0.0253, -0.1426, 0.0557
O, 10.246, 2.9258, 11.2578, -0.027, 0.6662, -0.4501
O, 8.8185, 4.238, 13.0065, 0.2212, 0.2217, -0.1166
O, 8.61, 8.6364, 15.5743, 0.0764, 0.0118, 0.0462
O, 5.3834, 10.2396, 19.3722, -0.1686, 0.0767, -0.0702
O, 11.5666, 11.1252, 12.7242, -0.164, -0.1326, -0.2463
O, 1.8888, 7.4796, 16.8387, 0.0011, 0.0912, -0.0828
O, 1.35, -2.6694, 20.901, 0.0601, -0.2004, 0.0727
O, 0.1885, 0.7935, 14.5932, 0.3113, -0.0186, 0.0308
O, 2.225, 1.4062, 16.1046, -0.2079, 0.0446, 0.0136
O, 2.9641, 1.8594, 18.5342, 0.0753, -0.1218, -0.1213
O, 2.5735, 0.575, 13.5689, 0.054, 0.0354, -0.3988
O, 1.7159, 3.0187, 14.1304, -0.1764, -0.1365, 0.1042
O, -4.0308, 13.3429, 15.0689, 0.2187, 0.0702, -0.1539
O, 9.315, 6.5535, 14.113, -0.0696, 0.0251, 0.0597
O, -0.3677, -1.9217, 18.9739, 0.3441, -0.227, -0.0172
O, 10.3639, 8.96, 13.698, 0.0945, 0.1176, -0.3176
O, 7.643, 1.8, 18.3212, -0.3974, 0.0485, -0.0098
O, 5.467, -2.5321, 19.2704, -0.1307, -0.0149, 0.1383
O, 8.448, 11.1229, 16.3036, -0.0962, -0.2675, -0.1726
O, 7.0507, 8.458, 12.9759, -0.2151, -0.0071, -0.1321
O, 2.5437, -0.9481, 11.3412, 0.07, -0.0814, -0.4281
O, 8.3013, 6.5913, 19.8811, -0.1804, -0.0691, -0.1251
O, 8.1498, 4.5593, 15.4772, 0.1076, 0.2101, 0.0562
O, 8.5721, -4.9311, 22.3355, 0.0227, 0.0603, 0.2767
O, -1.1077, -3.734, 20.8404, 0.0908, -0.1041, 0.3661
O, 1.454, 12.8565, 17.163, -0.1099, -0.0354, 0.3013
O, -0.0549, 4.5298, 12.9962, -0.1472, -0.0519, 0.0035
O, 6.2784, 7.7618, 18.7281, 0.1972, 0.227, -0.1458
O, 1.0689, 0.0729, 18.0492, 0.0209, 0.0126, -0.128
O, 5.9653, 13.1481, -2.6752, -0.1653, 0.1297, 0.1698
O, 11.6976, 6.665, -4.368, -0.1392, 0.1144, -0.0791
O, 4.9083, 9.9576, 13.3603, 0.0671, -0.279, -0.1514
O, 6.9122, 4.2278, 17.726, 0.2549, -0.1366, 0.1527
O, 4.6929, 0.0613, 19.5076, 0.2285, 0.0878, -0.1732
O, 6.4801, -0.0556, -1.2181, -0.0716, -0.3278, 0.41
O, 5.3643, 2.7074, 19.3502, 0.1459, -0.2799, -0.209
O, 6.8121, 5.8749, 13.6456, 0.1035, 0.15, -0.3016
O, 3.3013, -3.7847, 18.5215, -0.0454, -0.0483, 0.1708
O, 5.0931, 3.7925, 22.4976, -0.0697, -0.057, 0.1447

Results
free energy: -64975.078 eV
free energy less fixed offsets of O -463.61, Si -117.95 eV per atom: -27.118 eV
pressure: -2.59 GPa
stress xx, yy, zz, yz, xz, xy (GPa, positive in tension): 1.93, 4.2, 1.64, 0.05, -0.05, -0.14

The program warned: the forces do not sum to zero within the program's tolerance.
